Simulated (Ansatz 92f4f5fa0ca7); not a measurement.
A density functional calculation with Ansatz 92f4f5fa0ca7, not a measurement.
Periodic cell of 215 atoms, Si131O82P2, from a study of silicon, its oxide and their interface. The atomic structure is a simulated model.
Doubt: the cutoff is far below the 930 eV that the study's wrapper takes by default for these files, so forces and energies are approximate.
This geometry differs little from another in the collection (a relaxation step or a small displacement).

Settings
functional: PBE
potential files: Ansatz PAW
basis: plane waves
wave-function cutoff: 580 eV
density cutoff ratio: 5
exchange-correlation grid ratio: 1
k mesh: 1 x 1 x 1, Gamma-centred
self-consistency stop: 5e-08 eV per atom in the density residual
occupations: fixed
spin: none
net charge: 0

Cell vectors (angstrom)
a 10.938 0 0
b 0 10.938 0
c 0 0 31.5432

Atoms and the computed forces on them: element, x, y, z (angstrom), force x, y, z (eV/angstrom)
Si 10.4283 0.5241 24.2905 0.0018 0.0012 -0.0065
P 6.0383 10.505 24.3336 -0.0046 -0.0038 0.0065
Si 2.1116 3.2741 24.0612 -0.0014 0.0001 -0.0001
Si 8.711 2.2384 24.3156 -0.0053 -0.0009 -0.0016
Si 0.4728 5.0877 24.1231 -0.0008 0.0011 0.0014
Si 5.1262 5.9134 24.214 0.0026 -0.0028 0.0006
Si 3.4662 7.676 24.163 0.0021 0.0001 -0.0021
P 7.9746 8.7321 23.6773 -0.0027 0.0104 -0.0137
Si 1.3081 1.4924 25.4343 -0.0028 -0.0034 -0.0005
Si 6.8707 1.3429 25.5214 0.0051 0.0039 0.0062
Si 4.0151 4.1407 25.3233 0.003 0.0022 -0.0038
Si 9.6531 4.1086 25.4193 0.0066 0.0014 0.0003
Si 1.4971 6.8524 25.322 -0.003 -0.0046 -0.0016
Si 6.9574 7.0247 25.2443 0.0015 0.0021 0.0036
Si 4.2008 9.5929 25.3913 -0.0017 -0.0032 0.0072
Si 9.4298 9.6025 25.3401 -0.0056 -0.0018 0.0091
Si 2.7268 0.0368 26.6645 0.0011 0.0017 -0.002
Si 8.1988 -0.0397 26.8948 -0.0008 -0.0016 -0.0069
Si 0.0034 2.787 26.9031 0 -0.001 -0.0061
Si 5.4126 2.7798 26.6886 -0.0003 -0.0004 -0.0004
Si 2.7303 5.4727 26.8139 0.0017 0.0003 -0.0026
Si 8.2138 5.5377 26.6344 -0.0081 -0.0023 0.0023
Si 0.0009 8.2244 26.6003 0.001 0.0011 -0.0019
Si 5.557 8.2168 26.7789 -0.0057 -0.0037 -0.0045
Si 4.0983 1.3726 28.0819 -0.0005 0.0003 0.0011
Si 9.5686 1.3789 28.1947 0.0006 -0.0005 0.007
Si 1.3825 4.1378 28.2133 -0.0006 -0.0024 0.0036
Si 6.8272 4.1492 28.0378 0.0028 0 0.0006
Si 4.1282 6.8508 28.1207 -0.0025 0.0006 0.0086
Si 9.6046 6.8489 28.0471 -0.0001 -0.0004 -0.0006
Si 1.3561 9.5867 28.0364 -0.0008 0.0009 0.0024
Si 6.8354 9.5513 28.2245 0.003 -0.0018 0.0008
Si 0.0161 -0.0128 29.4927 0.0007 -0.0002 -0.0018
Si 5.4494 0.0166 29.5027 -0.0004 0.0011 0.0012
Si 2.7488 2.7251 29.5022 0.0003 -0.0004 -0.0012
Si 8.1666 2.7688 29.4792 -0.0028 0.0008 -0.0013
Si -0.0171 5.4981 29.5047 0.0006 -0.0001 -0.0001
Si 5.4775 5.4732 29.4827 0.0005 0.0006 -0.0035
Si 2.7251 8.2212 29.4587 -0.0021 -0.0053 -0.0013
Si 8.2402 8.173 29.4994 -0.0009 0.0008 0.0005
Si 1.3673 1.3673 30.8594 0.1094 -0.0843 0.0625
Si 6.8362 1.3673 30.8594 -0.1498 0.1503 -0.0627
Si 4.1018 4.1018 30.8594 0.1708 -0.0361 0.0109
Si 9.5708 4.1018 30.8594 -0.1707 0.1039 -0.1076
Si 1.3673 6.8362 30.8594 0.0137 0.2249 -0.1163
Si 6.8362 6.8362 30.8594 0.1169 -0.1109 0.0454
Si 4.1018 9.5708 30.8594 -0.1894 0.0725 -0.0966
Si 9.5708 9.5708 30.8594 0.1155 -0.0896 0.0736
Si 2.7345 0 0.6835 0.0833 -0.1315 0.0832
Si 8.2035 0 0.6835 -0.1543 0.0377 -0.0498
Si 0 2.7345 0.6835 -0.1586 0.1138 -0.0158
Si 5.469 2.7345 0.6835 0.0979 -0.1164 0.0684
Si 2.7345 5.469 0.6835 -0.1495 0.1091 -0.0378
Si 8.2035 5.469 0.6835 0.0861 -0.1936 0.1136
Si 0 8.2035 0.6835 0.2025 -0.0908 0.0802
Si 5.469 8.2035 0.6835 -0.0162 0.1433 -0.039
Si 4.1171 1.3478 2.0544 0.0012 -0.0005 0.0013
Si 9.5448 1.3802 2.0418 0.0001 0.0006 0.0002
Si 1.3359 4.1292 2.055 -0.0005 0.001 0.0009
Si 6.8568 4.0707 2.0556 0.0024 -0.001 0.0007
Si 4.0825 6.8575 2.0388 -0.0002 0.0006 0.0006
Si 9.5955 6.8111 2.0519 0.0011 -0.0004 0.0009
Si 1.3806 9.5564 2.0576 0.0017 -0.0013 0.0001
Si 6.8322 9.5724 2.0647 0 0.0003 0.0008
Si -0.0359 -0.0133 3.3508 0.0001 0.0001 -0.0025
Si 5.4707 -0.0128 3.4864 0.0002 -0.0003 -0.0005
Si 2.7047 2.7222 3.3443 -0.0012 -0.0002 -0.004
Si 8.1944 2.6965 3.4945 -0.0005 0 -0.001
Si -0.016 5.4688 3.514 0.0003 -0.0003 -0.0014
Si 5.4633 5.4718 3.33 -0.0002 -0.0001 -0.0032
Si 2.7441 8.2029 3.4838 -0.0001 -0.0003 -0.0009
Si 8.2306 8.1828 3.3802 -0.0017 0.0006 -0.0026
Si 1.3047 1.3652 4.6778 0.0005 -0.0013 0.0042
Si 6.8531 1.3002 4.9133 0 -0.0002 -0.0005
Si 4.0758 4.1145 4.6449 0.001 -0.0008 0.0048
Si 9.5449 4.0612 4.8974 -0.0002 -0.0002 0.0004
Si 1.3668 6.8659 4.8946 0 -0.0002 -0.0002
Si 6.8455 6.8006 4.6893 -0.0001 -0.0011 0.004
Si 4.1187 9.5589 4.8937 -0.0002 -0.0004 -0.0007
Si 9.5852 9.5578 4.7508 0.0005 -0.001 0.0025
Si 2.6357 0.0395 6.1057 -0.0009 0.0002 -0.0008
Si 8.243 -0.1376 6.27 -0.0005 -0.0001 -0.0009
Si -0.0032 2.6511 6.2027 0.0003 0.0001 -0.0013
Si 5.3951 2.7664 6.0707 -0.0008 0.001 -0.0015
Si 2.7676 5.4288 6.1392 0 -0.0008 -0.0017
Si 8.1089 5.437 6.1806 -0.0002 0.0004 -0.0005
Si 0.0116 8.2903 6.2413 -0.0004 -0.0001 -0.0004
Si 5.5814 8.1501 6.1648 0.0001 -0.0002 -0.0006
Si 3.4972 1.9371 7.1774 -0.0007 -0.0002 -0.0004
Si 10.0448 0.8236 7.465 -0.0005 -0.0012 0.0016
Si 1.7959 3.653 7.3522 0.0003 -0.0013 -0.0013
Si 6.2298 4.5206 7.3861 -0.0004 -0.0007 -0.0007
Si 4.6567 6.3022 7.2598 0 -0.001 0.0008
Si 9.1833 7.1771 7.335 -0.0003 -0.0006 -0.0009
Si 0.9172 10.1511 7.5213 -0.0001 -0.0008 -0.0003
Si 7.4349 8.8823 7.4996 0.0013 -0.0013 -0.0008
O 4.5959 6.5854 8.8903 0.0001 -0.0007 0
O 1.442 3.9726 8.9494 -0.0001 -0.0007 0.0007
O 9.7592 6.5121 8.7475 0.0003 -0.0002 0.0006
O 1.3449 10.1021 9.1494 -0.0002 0 0.0008
O 6.109 4.216 9.0284 -0.0001 -0.0003 0.0006
O 3.7506 1.6194 8.7669 -0.0002 -0.0003 -0.0002
O 7.1783 8.9639 9.1537 0.0005 -0.0007 -0.0006
O 9.6765 1.0701 9.0667 0.0005 -0.0005 -0.0011
O 8.2907 2.596 22.7677 0.0029 -0.0012 0.0045
O 10.9375 5.5929 22.6058 0.0014 0.0009 0.0011
O 5.6485 0.0636 22.8212 0.0029 -0.0025 0.0011
O 5.3665 5.3492 22.6682 -0.0013 0.0016 0.003
O 2.1231 2.8278 22.4533 0.001 -0.0006 0
O 3.4933 7.8898 22.5098 0.0013 -0.001 0
O 9.1238 8.3145 22.4771 0.0062 0.0039 -0.0333
O -0.1284 11.1759 22.7086 0.0022 0.0013 0.0022
Si 2.2216 2.931 12.8926 -0.0007 -0.0015 -0.0007
Si 8.7277 1.3111 10.3623 0.0003 -0.0009 -0.0004
Si 1.1387 4.4717 15.3617 0.0004 -0.0016 -0.0008
Si 7.593 5.5698 12.2272 -0.0005 -0.0007 -0.0003
Si 2.5266 8.1096 21.2237 -0.0019 -0.0003 0.0006
Si 5.4687 7.7882 12.4794 -0.0002 -0.0008 -0.0004
Si 9.3493 0.4283 15.4814 0 -0.0011 -0.0007
Si 3.0266 -0.0573 16.7019 -0.0002 -0.0004 -0.0015
Si 10.5328 1.1325 12.5885 -0.0002 -0.0006 0.0001
Si 7.8066 2.794 21.2471 0.0039 -0.0015 -0.0034
Si 9.208 8.7584 14.4519 -0.0001 -0.0011 -0.0008
Si 1.5243 4.7588 10.3741 -0.0007 -0.001 -0.0005
Si 4.5578 9.4613 19.195 0.0003 -0.0043 -0.0038
Si 11.2229 5.9969 21.0498 -0.0026 -0.0003 -0.0002
Si 6.6984 10.4218 14.8552 0 -0.0003 -0.0004
Si 5.4307 0.6839 21.3239 0.0006 0.0024 0.002
Si 2.3921 9.8024 10.3769 -0.0005 -0.0004 -0.0011
Si 0.5342 10.5577 21.375 -0.0022 -0.0043 -0.0011
Si 5.8851 5.2177 21.1442 -0.0009 0.001 0.001
Si 3.6836 7.0773 10.1192 -0.0001 -0.0007 -0.0006
Si 9.1152 5.6639 14.866 0.0014 0.0005 -0.0015
Si 3.7254 4.0304 19.087 0.0006 -0.0012 -0.0039
Si 10.1131 3.5745 19.35 0.0006 -0.0001 -0.0007
Si 4.3461 8.6409 15.3883 -0.0005 0.0002 -0.0015
Si 0.5429 1.8744 17.1697 -0.0001 -0.0008 -0.0008
Si 6.8789 7.5138 19.3232 0.0017 -0.0014 -0.0036
Si 5.3643 3.6042 16.7513 0.0006 -0.0012 -0.0001
Si 7.8854 5.0009 17.5869 -0.0021 0 -0.0011
Si 6.7041 9.9272 10.3825 -0.0002 -0.001 0
Si 4.4231 1.0539 10.1033 0.0002 -0.0005 -0.0003
Si 0.0237 9.067 11.8874 -0.0015 -0.001 -0.0002
Si 9.3871 8.476 20.8515 0.0129 -0.013 0.015
Si 4.6398 1.6475 14.5944 -0.0001 -0.001 -0.001
Si 2.516 2.0502 21.0755 -0.0029 -0.0011 0.0004
Si 6.3719 3.3443 10.3796 -0.0007 0.0006 -0.0009
Si 3.5125 5.8831 16.7329 -0.0001 -0.0002 -0.0011
Si 9.9281 6.514 10.3587 -0.0002 -0.0014 -0.0008
O 0.1694 2.5133 18.6159 0.0001 -0.0002 0.0002
O 3.0232 9.6074 15.6406 0.0004 -0.0002 0.0001
O 11.0442 4.6271 20.1845 0.0003 -0.0017 -0.0012
O 7.6306 2.4208 9.9492 0.0008 -0.0009 -0.0002
O 10.9723 5.3203 10.8079 0 -0.0007 -0.0003
O 6.648 6.7356 12.8777 0 -0.0006 0.0001
O 10.3873 8.0401 10.7604 -0.0003 -0.001 0.0003
O 7.7417 9.4323 13.9987 -0.0002 -0.001 -0.0005
O 8.476 6.2019 11.0174 0.0001 -0.0011 -0.0009
O 5.3443 10.4145 20.2532 0.0015 0.0002 0.0013
O 2.2214 3.714 11.4428 -0.0003 -0.0005 0.0006
O 8.0492 8.4975 19.9128 0.0025 0.002 0.0011
O 6.231 6.7015 20.5829 -0.0023 -0.0015 0.0045
O 5.606 2.6991 15.414 0.0002 -0.0011 -0.0001
O 1.4408 0.8394 20.7214 0.0033 0.0038 -0.0025
O 6.097 9.0597 11.6363 0 0 -0.0004
O 4.7138 4.9657 16.1247 -0.0001 -0.0015 -0.0005
O 6.6914 3.8916 17.663 0 -0.0017 -0.0004
O 10.569 10.642 11.7969 -0.0004 -0.0014 -0.0007
O 5.6604 0.4729 14.0052 -0.0001 -0.0006 0
O 8.1203 5.0949 15.9939 -0.0014 -0.0025 0
O 9.823 9.7926 15.5656 -0.0003 -0.0009 -0.0007
O -0.3235 5.1193 15.134 -0.0003 -0.0005 0.0005
O 1.7705 6.6883 20.8991 0.0023 -0.0011 -0.0008
O 1.6015 0.6071 17.1984 0.0003 -0.0008 -0.0001
O 6.6609 1.6737 20.9131 -0.0038 -0.0026 -0.0036
O 1.0884 1.7439 12.8236 0.0007 0.0001 0.0004
O 3.2915 5.4352 18.3146 0.0004 0.0001 0.0012
O 9.6037 2.0029 11.569 -0.0008 0.0001 -0.0006
O 1.1044 3.0984 16.2449 -0.0004 -0.0015 0.0001
O 8.6097 5.1117 13.419 -0.0003 -0.0006 -0.0007
O 10.3411 8.5455 13.2942 -0.0002 -0.001 0
O 1.5137 9.2955 21.7014 -0.0004 -0.0015 0.0003
O 10.2369 9.8636 20.515 0.0015 -0.0022 0.0019
O 3.2237 0.2078 10.8686 0.0004 -0.0005 0.0001
O 5.1203 2.3582 10.8334 -0.0012 -0.0013 0.0006
O 1.7923 4.0952 13.9318 0 -0.0009 -0.0007
O 7.9566 10.8754 10.8567 -0.0004 -0.0015 0.0004
O 9.234 4.4486 18.294 0.0029 -0.0022 0.0014
O 5.7307 9.4663 15.7871 -0.0003 -0.0014 0.0005
O 5.5747 -0.0308 9.7435 -0.001 -0.0003 -0.0006
O 3.6642 2.2795 13.4128 -0.0001 -0.0003 0
O 2.0696 5.632 16.0217 -0.0004 -0.0007 0.0003
O 9.7705 1.0266 14.0201 -0.0004 -0.001 0.0009
O 4.4499 6.9461 11.5372 -0.0007 -0.0011 -0.0002
O 4.7666 4.4691 20.2472 -0.0005 -0.0005 0.0016
O 10.0541 1.3131 16.6202 0.0002 -0.0005 0.0005
O 6.7078 4.3193 11.6524 -0.0003 -0.0007 0.0005
O 5.7091 8.4336 18.6414 -0.0065 0.0042 -0.0036
O 9.1109 2.6731 20.278 -0.0002 -0.001 -0.0002
O 3.7051 1.112 15.8098 -0.0004 -0.0008 0.0013
O 4.3275 3.0419 17.908 -0.0003 0 0.0005
O 10.1839 7.1059 20.4596 -0.0036 0.0078 0.0098
O 3.3944 8.6525 9.8101 0.0004 -0.0001 0.0004
O 4.0311 7.3948 16.4025 -0.0002 -0.0013 0.0003
O 7.7182 0.4537 15.7062 -0.0005 -0.0006 -0.0001
O 9.0054 7.2786 15.0499 -0.0004 0.0003 -0.0007
O 4.0102 1.4561 21.3179 0.0018 -0.0009 -0.0009
O 1.6503 9.1304 11.6887 0.0008 -0.0006 -0.0001
O 2.3681 6.1405 10.2054 0.0001 -0.0001 0.0005
O 7.448 6.4441 18.2228 0.0008 -0.0004 -0.001
O 7.2378 4.3112 21.0723 0.0035 -0.0013 -0.0016
O 4.6074 8.2277 13.8141 -0.0001 -0.0006 -0.0007
O 3.3777 8.5908 19.9234 0.0008 -0.001 0.0002
O 2.5855 3.1319 19.8415 -0.0031 -0.0047 0.0019
O 3.8673 10.3797 18.0245 0.0006 -0.0003 0.0012

Results
free energy: -131423.357 eV
free energy less fixed offsets of O -568.88, P -755.39, Si -635.61 eV per atom: 0.493 eV

The program warned: the cutoff lies below the one the program advises for these potential files; the forces do not sum to zero within the program's tolerance; the exchange-correlation potential is rough where the density is thin.
